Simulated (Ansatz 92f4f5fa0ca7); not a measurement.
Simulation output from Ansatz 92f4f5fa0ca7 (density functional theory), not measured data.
Periodic cell of 296 atoms, Si152O112H32, with a vacuum gap, from a study of silicon, its oxide and their interface. The atomic structure is a simulated model.

Settings
functional: r2SCAN
potential files: Ansatz PAW
basis: plane waves
wave-function cutoff: 800 eV
density cutoff ratio: 5
exchange-correlation grid ratio: 1
k mesh: 1 x 1 x 1, shifted by 0.5 0.5 0 of a step
self-consistency stop: 1e-11 eV per atom in the density residual
occupations: fixed
spin: none
net charge: 0
applied field: sawtooth along c, amplitude +0.015 V/angstrom in the program's sign convention, ramp centred at 0.9902 of c and 0.0196 of c wide, no dipole correction

Cell vectors (angstrom)
a  10.887  0  0
b  0  10.887  0
c  0  0  51.0137

Atoms: element, x, y, z (angstrom)
Si  0.1426  -0.3136  36.286
Si  2.9117  2.1175  35.8317
Si  -0.4105  5.6184  36.138
Si  2.359  8.3598  35.6782
Si  5.4424  0.194  35.8498
Si  8.044  2.9667  36.2328
Si  5.7419  5.0812  35.9681
Si  8.3789  7.9099  36.1534
Si  1.3801  1.2876  37.4115
Si  4.0085  3.9265  37.0647
Si  1.3648  6.7471  37.1524
Si  4.1464  9.4111  36.9997
Si  6.8559  1.3028  37.3444
Si  9.4817  4.128  37.617
Si  6.7816  6.6979  37.3459
Si  9.5115  9.3941  37.5444
Si  0.0463  2.699  38.7447
Si  2.8052  -0.1478  38.5978
Si  0.0688  8.0291  38.7368
Si  2.7301  5.3591  38.4899
Si  5.4025  2.6814  38.6021
Si  8.1613  -0.0389  38.7469
Si  5.4047  8.1307  38.5592
Si  8.0948  5.4626  38.8697
Si  1.4087  4.0945  40.0102
Si  4.0932  1.2935  39.9744
Si  1.4192  9.4547  40.0149
Si  4.0552  6.7482  39.9109
Si  6.7176  4.0276  40.058
Si  9.5419  1.3322  40.059
Si  6.7537  9.4771  40.0076
Si  9.5431  6.7804  40.1286
Si  0.0389  -0.0405  41.3642
Si  2.7523  2.6982  41.3432
Si  0.0283  5.4052  41.4168
Si  2.7458  8.0961  41.3615
Si  5.4415  -0.0225  41.3774
Si  8.1463  2.6959  41.3828
Si  5.3964  5.4399  41.358
Si  8.1556  8.175  41.3992
Si  1.3709  1.3627  42.7065
Si  4.0755  4.081  42.732
Si  1.3693  6.7963  42.7552
Si  4.0779  9.5006  42.715
Si  6.8037  1.3396  42.7459
Si  9.5161  4.0602  42.7315
Si  6.7818  6.7889  42.7168
Si  9.5298  9.5357  42.7389
Si  0.0003  2.7164  44.0716
Si  2.7261  0.004  44.0631
Si  0.0043  8.1802  44.0958
Si  2.7324  5.4482  44.1018
Si  5.4571  2.7408  44.0861
Si  8.1816  0.0078  44.1034
Si  5.4483  8.1729  44.0764
Si  8.1612  5.4436  44.0714
Si  1.3492  4.0971  6.9126
Si  4.0832  1.3764  6.9103
Si  1.3481  9.5799  6.9401
Si  4.0755  6.8525  6.9399
Si  6.8253  4.0937  6.9507
Si  9.5406  1.3774  6.9406
Si  6.8059  9.5297  6.9282
Si  9.5054  6.8223  6.9174
Si  0.0062  0.0589  8.3318
Si  2.6992  2.7288  8.2575
Si  -0.0035  5.476  8.2535
Si  2.7153  8.2486  8.3003
Si  5.4545  0.0289  8.2665
Si  8.1935  2.7167  8.3132
Si  5.4682  5.5086  8.2638
Si  8.177  8.1994  8.2965
Si  1.3661  1.4228  9.7133
Si  4.0662  4.1339  9.5251
Si  1.2903  6.9079  9.601
Si  4.0686  9.6437  9.6653
Si  6.8293  1.3291  9.6599
Si  9.5918  4.0833  9.6274
Si  6.8145  6.8645  9.6633
Si  9.507  9.5952  9.6643
Si  0.04  2.7965  11.1092
Si  2.7394  0.1196  11.1088
Si  -0.0316  8.2815  11.0363
Si  2.6905  5.5221  10.8193
Si  5.4233  2.7657  10.8421
Si  8.168  -0.0155  11.1258
Si  5.4468  8.3002  10.9857
Si  8.2381  5.4508  10.9153
Si  1.4464  4.2811  12.3525
Si  4.1088  1.6016  12.3835
Si  1.3788  9.6098  12.4568
Si  4.0224  6.8826  12.1436
Si  6.8346  4.0584  12.1463
Si  9.5462  1.4046  12.4641
Si  6.7435  9.533  12.5549
Si  9.4642  6.8614  12.3256
Si  0.0095  0.0469  13.8568
Si  3.18  3.3965  13.6964
Si  0.2716  5.884  13.6227
Si  2.5994  7.9765  13.6496
Si  5.6158  0.4225  13.708
Si  7.8782  2.5826  13.6414
Si  5.4394  5.4823  13.2995
Si  7.6902  7.6337  13.7255
Si  7.3847  0.5941  19.7937
Si  9.0798  30.9629  15.8775
Si  -8.4852  20.4238  18.3373
Si  3.7291  10.5485  27.7195
Si  -1.7998  15.0371  31.3169
Si  -1.8001  16.2924  18.5423
Si  -11.0467  18.9944  18.3917
Si  -19.0726  -4.9665  22.1473
Si  -13.7154  8.3822  22.3579
Si  -4.1431  -1.2401  17.5369
Si  -9.6868  12.7904  33.0733
Si  1.4177  12.4071  18.8028
Si  0.169  7.6804  26.2298
Si  -15.8341  3.972  25.2137
Si  -21.9593  13.3788  24.9449
Si  -6.723  20.5026  15.8811
Si  3.0258  -7.1458  31.6202
Si  -17.1831  12.8787  23.404
Si  -19.1291  13.8207  21.2602
Si  1.2686  13.077  15.8057
Si  -14.8202  21.6124  28.0466
Si  -14.8314  18.1826  19.5809
Si  -17.6091  8.1549  20.5274
Si  4.103  7.2266  24.361
Si  -12.2596  13.5443  19.8526
Si  -3.7105  6.1517  29.7149
Si  -25.7491  6.94  24.6043
Si  -20.939  5.3254  24.4575
Si  -1.2327  15.0175  15.7322
Si  -11.8303  42.5426  20.9017
Si  13.4136  1.3573  25.5675
Si  -5.9204  -5.4842  32.9632
Si  -0.5886  10.4244  33.4069
Si  7.3691  9.7427  33.7377
Si  1.4133  8.1966  32.712
Si  -13.8752  23.8776  29.6573
Si  3.1941  8.9593  30.1986
Si  -13.6368  29.6565  27.351
Si  9.7805  3.6691  33.9731
Si  8.0927  13.1503  26.7558
Si  -8.561  9.3796  25.3042
Si  -10.0375  5.7068  30.9284
Si  5.6349  14.8902  30.5024
Si  -0.0025  12.4549  22.1847
Si  2.0475  17.5195  28.4944
Si  3.386  16.1327  26.3327
Si  -16.0694  29.8321  31.6011
Si  5.7842  21.2842  22.1345
O  0.5398  0.4742  32.6821
O  5.429  9.1177  16.7597
O  8.6996  10.3936  33.0204
O  4.2235  1.2122  35.4169
O  -1.4175  6.8087  35.6466
O  -14.9409  7.4181  30.6444
O  -0.0636  14.8757  24.3295
O  1.3456  9.6223  35.7362
O  6.3692  -0.1143  34.5217
O  10.2397  0.0964  34.9265
O  6.4896  2.7546  30.0299
O  -0.1959  4.739  34.7797
O  5.3831  5.6768  34.4914
O  -3.3366  11.4162  29.4131
O  7.8451  8.6451  34.8161
O  -8.7043  8.9639  31.4852
O  -0.9735  -0.8832  14.7699
O  -15.2057  5.3718  24.7031
O  -16.4397  -11.1577  27.9618
O  -7.3191  9.0258  19.3149
O  1.4087  6.955  14.1689
O  -0.4879  5.3212  14.9456
O  -17.914  6.0243  23.2879
O  4.7032  10.8593  14.9964
O  0.9703  11.7793  14.8774
O  -7.8811  8.3982  24.2055
O  3  7.2024  21.1738
O  -5.1517  13.9142  23.9038
O  -1.3379  4.2359  19.5536
O  -3.2187  29.4635  20.9566
O  -5.2926  18.6482  24.131
O  7.8627  -0.8039  16.4479
O  -9.5136  18.2122  27.224
O  -10.9449  17.3468  25.1938
O  -5.5327  18.0956  19.9199
O  2.7316  15.4439  21.2739
O  -13.1452  21.4316  20.229
O  12.3095  19.151  18.0896
O  4.3811  26.2443  14.1085
O  13.356  3.0134  15.1122
O  -2.4398  3.4583  14.8946
O  -12.8655  13.4826  30.83
O  -20.3731  2.3659  22.1221
O  3.5331  19.3664  14.9067
O  -17.0134  9.2548  21.5743
O  3.6202  4.4778  32.9603
O  -14.4274  -14.2379  26.0129
O  7.2444  8.4185  18.4562
O  -18.7387  18.4885  29.3252
O  3.0302  21.1001  29.1635
O  0.7659  8.9819  25.4868
O  4.705  19.8848  30.7609
O  6.5093  17.4035  14.0657
O  -11.19  4.6348  31.0782
O  -17.7682  -4.2177  25.8725
O  -9.0985  1.8384  17.2753
O  -6.7231  14.2667  30.5558
O  -9.7469  2.1418  25.8074
O  -4.1004  12.3655  14.2007
O  4.5762  15.0656  26.087
O  -25.6686  25.0538  26.2006
O  -15.4786  0.5518  20.9879
O  -2.8332  7.2541  23.5096
O  -30.3966  10.8781  24.7479
O  -8.4622  2.3738  19.7542
O  -4.3124  0.0504  18.4944
O  -3.0124  6.6679  28.3731
O  -9.5824  16.7791  22.9968
O  -17.7698  2.4018  21.9499
O  -26.6728  15.4392  32.0154
O  -9.2484  10.8108  18.9896
O  -5.7706  0.4541  23.2762
O  -22.6663  8.7696  17.1193
O  8.4091  7.8969  15.172
O  -0.3618  19.7903  19.7755
O  -1.1792  18.9102  27.0236
O  -13.7184  -8.8482  19.4615
O  -1.3462  19.8797  22.1918
O  -1.8735  15.63  17.0716
O  -14.1521  16.8288  19.0038
O  -7.6817  11.9343  27.023
O  -7.8695  -0.8455  16.9277
O  -7.6242  20.288  26.6501
O  -2.4078  13.58  28.2679
O  -1.1495  35.0946  21.4381
O  -8.6785  26.6553  30.8765
O  -3.8153  20.503  22.719
O  -8.5193  18.8885  34.0511
O  -3.304  31.0265  27.9738
O  1.9957  12.9585  34.4767
O  -9.9782  17.6545  32.142
O  -4.4205  30.7702  32.6489
O  -0.3805  12.3181  23.7378
O  -3.4108  22.5324  26.8073
O  0.0875  11.0097  21.4468
O  3.4658  2.1685  24.5497
O  -10.1153  17.2431  29.4561
O  -0.1126  3.0017  15.9948
O  -0.6866  6.5892  18.5677
O  -2.6964  16.0297  30.4411
O  2.2202  13.2751  31.9276
O  -18.8792  16.2625  27.8803
O  -10.9526  2.863  33.0867
O  0.0453  19.8392  33.1671
O  6.8861  14.8523  35.656
O  -15.9448  16.147  29.4795
O  8.9721  13.5307  34.9261
O  -1.4687  2.3512  25.8784
O  8.7625  15.2122  32.8986
O  -8.7722  15.8221  25.3754
O  -6.0692  6.8791  32.2959
O  -0.1391  23.686  19.0802
H  -0.8239  1.8969  45.004
H  0.8124  3.5477  45.004
H  1.8841  -0.7971  44.9956
H  3.5433  0.8304  44.9956
H  0.8092  9.0186  45.0283
H  -0.8259  7.3668  45.0283
H  3.5357  6.2881  45.0342
H  1.901  4.6361  45.0342
H  6.2835  3.5579  45.0186
H  4.6324  1.9218  45.0186
H  9.0002  0.8328  45.0359
H  7.3566  -0.8109  45.0359
H  6.2703  8.9944  45.0088
H  4.6106  7.3672  45.0088
H  8.9725  6.2757  45.0038
H  7.3437  4.6175  45.0038
H  2.1806  4.9092  5.9802
H  0.537  3.2658  5.9802
H  4.9079  2.1954  5.9779
H  3.266  0.55  5.9779
H  2.1901  10.381  6.0077
H  0.5432  8.7415  6.0077
H  3.2722  6.0126  6.0075
H  4.9132  7.6582  6.0075
H  5.9989  3.2765  6.0183
H  7.6428  4.9198  6.0183
H  8.722  0.5524  6.0082
H  10.3647  2.1968  6.0082
H  7.6309  10.3483  5.9958
H  5.9839  8.7081  5.9958
H  10.3355  7.6356  5.985
H  8.694  5.9901  5.985

Results
free energy: -161609.619 eV
free energy less fixed offsets of H -15.71, O -570.45, Si -639.56 eV per atom: -3.379 eV

Forces (eV/angstrom), in the order of the atoms: element, x, y, z
Si  0.0007  -0.0015  0.0157
Si  0.0016  -0.0056  0.0184
Si  0.0006  0.0035  0.0111
Si  -0.0052  0.0078  0.0127
Si  0.0002  0.0048  0.0104
Si  -0.002  -0.0023  0.01
Si  0.0057  -0.0042  0.0103
Si  0.0032  0.0007  0.0092
Si  -0.0013  -0.0037  -0.0074
Si  0.0042  0.005  0.0018
Si  -0.0033  -0.0038  0.002
Si  0.0013  0.0004  -0.0029
Si  0.0045  0.0018  0.0002
Si  -0.0024  -0.0002  -0.0028
Si  0.0007  0.0008  0.0005
Si  0.0043  0.0015  -0.0052
Si  0.0008  0.0018  -0.0123
Si  -0.0036  0.0063  -0.0148
Si  -0.0045  0.0048  -0.015
Si  -0.0019  -0.0032  -0.008
Si  0.0041  -0.0068  -0.0128
Si  0.0025  -0.0025  -0.0117
Si  0.0088  -0.0009  -0.0083
Si  0.0053  -0.0002  -0.0126
Si  -0.0125  -0.0034  0.0063
Si  -0.002  -0.0037  0.0064
Si  -0.0094  -0.0019  0.0023
Si  -0.0019  0.0037  0.0081
Si  0.0102  -0.0081  0.0101
Si  -0.0053  -0.0019  0.0085
Si  0.0057  0.0062  0.0035
Si  0.0059  -0.0003  0.0059
Si  0.001  0.0035  0.0149
Si  0.0075  -0.0026  0.0163
Si  0.0053  0.0073  0.0169
Si  -0.0077  0.0077  0.0224
Si  0.016  -0.0068  0.0198
Si  0.0129  -0.013  0.019
Si  0.0116  -0.0002  0.0279
Si  -0.0035  0.0012  0.0192
Si  -0.0152  -0.0114  0.1728
Si  -0.0413  -0.0441  0.1976
Si  -0.016  -0.0178  0.1828
Si  0.0039  0.0118  0.1764
Si  -0.0248  -0.0098  0.1755
Si  -0.0049  0.0005  0.1766
Si  0.0346  0.0336  0.1774
Si  0.0051  -0.0038  0.1847
Si  -0.0128  -0.0866  0.3257
Si  -0.028  -0.0463  0.2706
Si  -0.0481  -0.0767  0.281
Si  -0.1329  -0.0969  0.3707
Si  -0.0363  -0.1173  0.2722
Si  -0.029  0.0075  0.3431
Si  -0.0318  -0.0431  0.3499
Si  -0.0178  -0.0179  0.2895
Si  0.085  0.0675  -0.3904
Si  0.0379  0.0512  -0.294
Si  0.0876  0.0354  -0.2102
Si  0.0622  0.1081  -0.2615
Si  0.0312  0.0767  -0.1889
Si  0.0071  0.0499  -0.3201
Si  -0.024  0.0545  -0.3001
Si  0.0381  0.0128  -0.3078
Si  0.006  -0.0041  -0.1781
Si  0.0232  0.0208  -0.1849
Si  0.0211  0.0234  -0.1829
Si  0.0154  0.0015  -0.1757
Si  0.0078  -0.0039  -0.184
Si  -0.0219  -0.0029  -0.1729
Si  0.0063  -0.0087  -0.17
Si  0.0237  0.0188  -0.1907
Si  -0.0008  0.004  -0.0342
Si  -0.0039  0.0055  -0.0084
Si  0.0014  -0.0087  -0.0161
Si  -0.0076  -0.0007  -0.0152
Si  -0.0058  0.0095  -0.0162
Si  0.0006  -0.0013  -0.0232
Si  -0.0188  -0.0019  -0.02
Si  -0.0054  -0.0065  -0.0192
Si  0.0019  0.0101  -0.0131
Si  0.0113  -0.0042  -0.0105
Si  -0.0002  -0.0075  -0.0074
Si  0.0049  -0.0062  -0.0069
Si  -0.0029  0.0045  -0.0084
Si  -0.0056  -0.0006  -0.0073
Si  0.0021  0.0033  -0.0088
Si  0.0033  0.0024  -0.0151
Si  0.0039  0.006  0.0096
Si  0.0047  0.0086  0.017
Si  -0.0058  -0.0006  0.0065
Si  -0.0034  -0.0065  0.0128
Si  -0.0055  -0.0057  0.0097
Si  -0.0023  -0.0045  0.0081
Si  0.0007  0.0007  0.0103
Si  -0.0006  0.0022  0.013
Si  0.0017  -0.0022  -0.001
Si  -0.0019  -0.0053  -0.0001
Si  -0.0022  -0.0074  0.0038
Si  0.0095  -0.003  0.0036
Si  -0.0073  -0.0024  0.0025
Si  0.0014  0.0061  0.0048
Si  -0.0024  0.0006  0.0014
Si  0.0041  0.0014  0.0053
Si  0.0005  0.0005  0.0157
Si  -0.0001  0.0026  0.0207
Si  0.001  -0.0027  0.0182
Si  0.0021  -0.002  0.0202
Si  0.0007  -0.0009  0.0174
Si  -0.0014  0.0014  0.0208
Si  0.0022  -0.0002  0.016
Si  -0.0046  -0.0003  0.0159
Si  -0.0018  0.0022  0.0097
Si  0.0003  0.0029  0.0179
Si  -0.0001  -0.0016  0.0165
Si  -0.0008  0.0016  0.0176
Si  0.0004  0.0012  0.0101
Si  0.0022  0  0.0136
Si  -0.0024  0.0018  0.0167
Si  -0.0009  -0.0005  0.0213
Si  -0.0023  -0.0015  0.0098
Si  0.0012  0.0043  0.0132
Si  0.0027  0.0032  0.0191
Si  0.0008  -0.0006  0.0191
Si  0.0009  0.001  0.0093
Si  -0.002  0  0.0204
Si  -0.0029  -0.0029  0.0199
Si  -0.0013  0.0028  0.0132
Si  -0.0014  -0.0031  0.019
Si  -0.0006  -0.0004  0.0138
Si  -0.0011  -0.0015  0.0176
Si  -0.0016  0.0009  0.0154
Si  0.0005  0.001  0.0148
Si  0.0006  0.0013  0.0195
Si  0.0004  -0.0021  0.0119
Si  0.0007  0.0014  0.0177
Si  -0.0021  0.0034  0.0149
Si  0.004  -0.0005  0.0178
Si  -0.0028  0.0022  0.0206
Si  0.0008  0.0036  0.0157
Si  0.0002  0.0002  0.0173
Si  -0.0004  0.0006  0.0182
Si  0.001  -0.0021  0.017
Si  -0.0001  -0.0007  0.0187
Si  0.0004  0.0007  0.0135
Si  -0.0001  -0.002  0.0147
Si  -0.0013  0.0021  0.0145
Si  -0.0005  -0.0001  0.0171
Si  -0.0019  0.0015  0.019
Si  -0.001  -0.0004  0.014
Si  0.0042  0.0011  0.016
Si  -0.0025  0.0005  0.0198
O  0.0044  0.001  -0.0047
O  -0.0066  -0.0006  -0.0124
O  -0.0002  0.0005  0.0057
O  -0.0003  -0.0001  -0.0025
O  0.0011  -0.001  0.0025
O  0.0035  -0.0037  -0.0083
O  -0.0002  -0.0004  -0.0069
O  0.0064  -0.0062  -0.0064
O  0.0024  -0.0029  -0.0023
O  -0.0002  0.0003  -0.0119
O  0.0062  -0.0033  -0.0075
O  -0.0002  -0.0025  -0.0057
O  -0.0029  0.0024  -0.0078
O  -0.0007  -0.0023  -0.0061
O  -0.0022  0.0044  -0.007
O  0.005  0.001  -0.0136
O  0.0053  0.0049  -0.0127
O  -0.0012  0.0025  -0.0063
O  -0.0018  0.0008  -0.0071
O  -0.0046  0.0034  -0.014
O  -0.0003  0.0002  -0.0086
O  0.003  0.0028  -0.0109
O  -0.0038  -0.0002  -0.0138
O  0.0051  0.002  -0.0133
O  -0.0045  -0.0055  -0.0117
O  0.0023  -0.0022  -0.0059
O  0.0033  0.0048  -0.0129
O  -0.003  -0.0037  -0.0126
O  -0.0011  0.0039  -0.0081
O  -0.0041  -0.0014  -0.0129
O  -0.0016  0.0022  -0.0073
O  0.0022  -0.0015  -0.0156
O  -0.0038  0.0013  -0.0175
O  0.0012  -0.0037  -0.0122
O  0.0039  -0.0003  -0.0086
O  -0.0006  -0.0031  0.002
O  -0.0023  0.0011  -0.0067
O  -0.0018  0.0015  -0.0064
O  -0.0008  -0.0007  -0.0032
O  0.0055  0.002  -0.0104
O  -0.0046  -0.0056  -0.0131
O  -0.0023  -0.001  -0.0135
O  -0.0006  0  -0.0104
O  -0.007  -0.0044  -0.0141
O  -0.002  -0.0031  -0.0164
O  -0.001  -0.0006  -0.0042
O  -0.0033  -0.0027  -0.0151
O  -0.0002  0.0051  -0.0171
O  -0.0014  -0.0039  -0.0089
O  0.0011  0.0037  -0.0116
O  0.0019  0.0022  -0.0068
O  -0.0007  -0.0005  -0.0003
O  0.0007  0.0008  -0.0064
O  0.0044  0.001  -0.007
O  0.0008  0.0024  -0.0035
O  -0.001  0.0005  -0.0154
O  0.0012  -0.0002  -0.0006
O  -0.0009  0.0004  0.0019
O  0.003  0.0011  -0.0016
O  0.0004  -0.0012  -0.0093
O  -0.0047  0.0012  -0.0148
O  0.003  0.0022  -0.0155
O  0.0016  0.008  -0.0082
O  -0.0001  0.0001  -0.0048
O  -0.0051  -0.0051  -0.012
O  -0.0018  -0.005  -0.0076
O  0.0019  0.0047  -0.0132
O  0.0033  0.0001  -0.0077
O  -0.0057  0.0012  0.0002
O  0.0007  0  -0.0047
O  0.0007  -0.0015  -0.0022
O  0.0013  -0.0052  -0.0074
O  -0.0066  0.0023  -0.0196
O  -0.0046  -0.0042  -0.0154
O  0.0026  -0.0046  -0.0119
O  0.0025  0.0003  -0.0022
O  -0.0001  0.0004  -0.0081
O  0.002  0.0022  -0.0059
O  0.0032  -0.0044  -0.0168
O  0.001  -0.0021  -0.0086
O  -0.0043  0.0018  -0.0024
O  0.004  -0.001  -0.0138
O  -0.0035  -0.0022  -0.013
O  -0.0027  0.0009  -0.014
O  -0.0036  0.0018  -0.0091
O  -0.0003  0.0021  -0.014
O  0.0001  0.0014  -0.012
O  0.0011  -0.0008  -0.0065
O  0.0001  -0.0011  -0.0024
O  0  0.0024  -0.0069
O  0.0012  -0.0048  -0.0137
O  -0.0033  -0.002  -0.0069
O  0.0014  -0.0022  -0.0108
O  0.0009  0.0009  -0.0173
O  -0.0013  -0.0031  -0.0125
O  0.0037  0  -0.0096
O  0.0034  0.0026  -0.0107
O  -0.0002  -0.0004  -0.0122
O  -0.0003  -0.0004  -0.0064
O  -0.0005  0.0015  -0.0076
O  0.0029  0.0039  -0.0092
O  0.0031  -0.0022  -0.0052
O  0.0025  -0.001  -0.0101
O  0.0058  -0.0016  -0.0012
O  -0.002  0.0039  0.0022
O  0.0019  0.0001  -0.0051
O  0.0032  0.001  -0.0075
O  0.0076  0.0014  -0.0134
O  0.0024  -0.0007  -0.0101
O  -0.0037  0.0006  -0.0066
O  0.0012  0.0028  0.0011
O  0.0022  -0.001  -0.0034
H  0.3757  0.2793  -0.2581
H  -0.26  -0.2797  -0.3025
H  0.3208  0.3078  -0.2626
H  -0.2284  -0.3176  -0.2933
H  -0.2883  -0.3183  -0.2718
H  0.3103  0.2606  -0.2529
H  -0.2301  -0.3594  -0.2818
H  0.305  0.2812  -0.2325
H  -0.3166  -0.3331  -0.2764
H  0.2697  0.297  -0.249
H  -0.3357  -0.3029  -0.2603
H  0.3292  0.2507  -0.2616
H  -0.2677  -0.304  -0.2964
H  0.326  0.2943  -0.2569
H  -0.2767  -0.2654  -0.2997
H  0.3441  0.3283  -0.2537
H  -0.2412  -0.305  0.236
H  0.2518  0.3904  0.2453
H  -0.3428  -0.2314  0.2407
H  0.3586  0.2682  0.2507
H  -0.4098  -0.2343  0.2452
H  0.2043  0.2951  0.3049
H  0.1974  0.3046  0.31
H  -0.4118  -0.2587  0.2261
H  0.2741  0.27  0.3044
H  -0.254  -0.4033  0.2515
H  0.3012  0.2347  0.2846
H  -0.3334  -0.3162  0.2562
H  -0.2954  -0.2555  0.2537
H  0.3591  0.2883  0.2532
H  -0.2649  -0.2602  0.2532
H  0.2494  0.4014  0.2445

The program warned: the cutoff lies below the one the program advises for these potential files; the forces do not sum to zero within the program's tolerance; empty levels may hold ghost states of the PAW files; the exchange-correlation potential is rough where the density is thin.
